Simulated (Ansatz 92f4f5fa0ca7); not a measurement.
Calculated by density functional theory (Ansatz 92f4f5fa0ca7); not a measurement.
Periodic cell of 225 atoms, Si133O90H2, from a study of silicon, its oxide and their interface. The atomic structure is a simulated model.
Doubt: the cutoff is low for norm-conserving oxygen, so forces and energies are approximate.

Settings
functional: HSE06
potential files: SPMS norm-conserving
basis: plane waves
wave-function cutoff: 800 eV
density cutoff ratio: 4
exchange-correlation grid ratio: 1
k mesh: 1 x 1 x 1, Gamma-centred
occupations: fixed
spin: none
net charge: 0

Cell vectors (angstrom)
a  10.938  0  0
b  0  10.938  0
c  0  0  33.2885

Atoms: element, x, y, z (angstrom)
Si  0.4373  -0.3496  25.9448
Si  5.3287  0.3119  25.7597
Si  2.9456  2.4034  25.7543
Si  7.946  3.0258  26.0346
Si  -0.2813  5.6203  25.733
Si  5.8451  5.3202  25.8335
Si  2.6125  8.3169  25.6964
Si  8.5666  8.007  25.7635
Si  1.5009  1.2896  27.2355
Si  6.7861  1.4052  27.2432
Si  4.1101  4.1175  26.987
Si  9.591  4.1462  27.2343
Si  1.3786  6.7808  27.0269
Si  6.9698  6.8731  27.1548
Si  4.1867  9.5417  27.0107
Si  9.6743  9.5247  27.1715
Si  2.8425  -0.0922  28.5351
Si  8.2269  -0.0196  28.4873
Si  0.0421  2.6981  28.5004
Si  5.4061  2.7865  28.5232
Si  2.7454  5.4431  28.4344
Si  8.2274  5.4851  28.5757
Si  0.0577  8.1356  28.515
Si  5.506  8.1967  28.4629
Si  4.1018  1.3673  29.8703
Si  9.5708  1.3673  29.8703
Si  1.3673  4.1018  29.8703
Si  6.8362  4.1018  29.8703
Si  4.1018  6.8362  29.8703
Si  9.5708  6.8362  29.8703
Si  1.3673  9.5708  29.8703
Si  6.8362  9.5708  29.8703
Si  0  0  31.2375
Si  5.469  0  31.2375
Si  2.7345  2.7345  31.2375
Si  8.2035  2.7345  31.2375
Si  0  5.469  31.2375
Si  5.469  5.469  31.2375
Si  2.7345  8.2035  31.2375
Si  8.2035  8.2035  31.2375
Si  1.3673  1.3673  32.6048
Si  6.8362  1.3673  32.6048
Si  4.1018  4.1018  32.6048
Si  9.5708  4.1018  32.6048
Si  1.3673  6.8362  32.6048
Si  6.8362  6.8362  32.6048
Si  4.1018  9.5708  32.6048
Si  9.5708  9.5708  32.6048
Si  2.7345  0  0.6835
Si  8.2035  0  0.6835
Si  0  2.7345  0.6835
Si  5.469  2.7345  0.6835
Si  2.7345  5.469  0.6835
Si  8.2035  5.469  0.6835
Si  0  8.2035  0.6835
Si  5.469  8.2035  0.6835
Si  4.1018  1.3673  2.0507
Si  9.5708  1.3673  2.0507
Si  1.3673  4.1018  2.0507
Si  6.8362  4.1018  2.0507
Si  4.1018  6.8362  2.0507
Si  9.5708  6.8362  2.0507
Si  1.3673  9.5708  2.0507
Si  6.8362  9.5708  2.0507
Si  0  0  3.418
Si  5.469  0  3.418
Si  2.7345  2.7345  3.418
Si  8.2035  2.7345  3.418
Si  0  5.469  3.418
Si  5.469  5.469  3.418
Si  2.7345  8.2035  3.418
Si  8.2035  8.2035  3.418
Si  1.3395  1.3689  4.8114
Si  6.7945  1.3887  4.7693
Si  4.0413  4.1672  4.7446
Si  9.5625  4.113  4.8183
Si  1.3608  6.8425  4.8003
Si  6.8114  6.8421  4.7947
Si  4.0784  9.5746  4.8491
Si  9.5089  9.6256  4.6864
Si  2.6313  -0.0536  6.2357
Si  8.1541  -0.0019  6.0958
Si  -0.0284  2.7481  6.2204
Si  5.3409  2.7317  6.0484
Si  2.7292  5.5031  6.229
Si  8.1301  5.4284  6.177
Si  -0.1272  8.2266  5.9954
Si  5.4556  8.1954  6.2321
Si  3.7815  1.6252  7.4198
Si  9.6894  1.1224  7.4522
Si  1.5951  3.8945  7.5343
Si  6.5131  4.2052  7.4221
Si  4.3881  6.5588  7.5911
Si  9.2639  7.1229  7.3568
Si  0.8966  9.7396  7.4381
Si  7.0745  9.3799  7.496
O  9.598  6.8079  25.2306
O  4.1354  1.3535  25.2307
O  8.1904  8.2398  7.967
O  2.7035  2.7501  7.999
O  6.8934  4.1211  25.3607
O  1.4907  9.477  25.2864
O  5.486  5.3808  7.9379
O  -0.1173  0.0155  7.9044
O  6.9618  3.3769  8.7809
O  6.545  10.1409  8.872
O  10.1443  6.5555  8.6217
O  1.1208  8.8486  8.8054
O  4.6065  1.0552  8.7135
O  1.0328  4.6173  8.9246
O  8.9244  1.5547  8.8545
O  3.9563  7.0403  9.1063
O  8.0333  8.8378  24.4333
O  8.7079  2.2775  24.8092
O  5.4994  6.252  24.5026
O  1.9972  2.8065  24.4563
O  10.7508  0.4282  24.6587
O  0.1881  4.7635  24.3907
O  7.2291  11.8803  20.672
O  6.223  10.7798  24.4482
Si  9.6661  1.3524  23.907
Si  4.5526  6.4554  20.5425
Si  1.0499  8.8953  10.4329
Si  17.2739  5.2581  15.854
Si  7.3254  2.1551  19.5731
Si  19.298  14.3155  12.6051
Si  11.0083  4.9641  16.8128
Si  9.2358  -0.6259  16.4605
Si  15.4057  10.5143  19.0086
Si  12.6935  3.0293  18.2776
Si  8.3522  2.9351  9.5048
Si  2.9262  8.011  18.4304
Si  11.5513  1.0992  16.272
Si  0.4219  13.6422  13.5303
Si  4.2899  2.5086  19.9985
Si  6.1208  2.4493  14.438
Si  7.0799  5.8981  18.8023
Si  5.2137  10.7735  9.5854
Si  15.1674  6.5646  23.5307
Si  17.898  10.2571  20.6643
Si  3.0558  4.3343  21.9289
Si  11.4649  9.5791  14.8206
Si  6.5637  11.5939  16.9744
Si  5.2657  8.2855  13.1003
Si  10.5296  5.2051  9.4317
Si  3.7063  6.9747  15.4707
Si  7.4769  10.1378  23.6101
Si  -2.2278  8.4605  18.8318
Si  -0.3912  6.7964  12.0552
Si  1.6088  10.9949  12.317
Si  11.001  6.6964  19.0268
Si  3.8392  8.1147  10.3178
Si  0.8044  3.4909  23.5541
Si  10.0771  3.7629  19.1395
Si  4.8421  11.2706  12.5472
Si  7.81  6.2938  13.4904
Si  1.3254  5.3901  14.1373
O  9.8997  7.7078  19.6562
O  5.1005  1.7237  13.3764
O  11.422  2.8243  19.3217
O  7.3808  12.4846  18.0678
O  4.1137  7.9744  14.2334
O  4.0281  0.9149  19.8256
O  2.3447  8.0473  10.9438
O  -1.0838  4.0007  17.4985
O  7.7197  4.8952  12.618
O  9.4294  -1.8566  17.5094
O  5.7943  14.8984  14.9936
O  5.494  9.9136  13.22
O  10.7185  8.1622  11.1637
O  17.6496  5.0387  17.4414
O  1.3326  10.6719  15.7448
O  6.0268  12.4956  15.771
O  1.5366  7.4175  19.0965
O  19.6539  3.0542  19.7729
O  7.4865  18.3885  18.4187
O  12.6385  1.7359  17.2929
O  3.2251  11.0955  12.4313
O  3.2293  7.623  24.3002
O  19.1138  9.6498  19.7806
O  9.4224  4.0813  9.1061
O  11.9719  9.8292  13.3094
O  3.8886  2.9774  21.5236
O  4.7  7.1266  22.051
O  1.157  10.4758  10.8394
O  5.1031  6.2949  15.9179
O  18.5762  10.5525  16.3375
O  -2.7907  2.7689  11.1049
O  6.636  7.4113  13.2856
O  5.8656  2.929  19.7187
O  11.0232  5.1427  15.2119
O  16.1989  10.8609  17.618
O  10.1113  11.6178  16.9633
O  0.2802  2.14  15.0582
O  3.5478  5.0839  23.3027
O  14.0439  -3.2728  16.8417
O  11.7812  8.0566  15.2641
O  5.5315  11.3824  11.0627
O  4.0913  -1.3431  9.6738
O  8.6453  11.2266  23.2057
O  4.834  7.8577  11.5763
O  10.585  2.4239  23.0652
O  3.33  5.3727  20.6972
O  7.666  5.8618  15.0796
O  -0.4774  5.5318  11.017
O  9.8487  9.874  15.0041
O  0.9199  12.4404  12.56
O  6.929  9.6426  22.1645
O  1.5351  3.9035  13.4733
O  4.1386  7.4076  19.3152
O  2.687  5.8412  14.8915
O  9.9366  14.2396  13.0031
O  3.1344  9.63  18.664
O  9.2293  6.957  13.0207
O  16.9065  5.836  20.0153
O  0.8884  6.4611  13.0023
O  10.7687  6.4828  17.4022
O  16.483  9.7892  20
O  1.4787  4.0077  22.1551
O  10.6466  5.2323  19.7254
O  23.3856  4.3935  17.383
O  14.1714  3.1867  18.9345
O  7.5829  2.4621  13.7128
H  8.2591  5.3032  19.4137
H  11.3011  7.709  16.0477

Results
free energy: -55416.480 eV
free energy less fixed offsets of H -15.86, O -447.96, Si -113.29 eV per atom: -0.790 eV
gap between the highest filled and lowest empty level on this k mesh: 1.216 eV

The program warned: the cutoff lies below the one the program advises for these potential files; the forces do not sum to zero within the program's tolerance; the exchange-correlation potential is rough where the density is thin.
